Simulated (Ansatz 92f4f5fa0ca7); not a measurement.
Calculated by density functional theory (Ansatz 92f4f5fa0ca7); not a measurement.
Periodic cell of 251 atoms, Si165O86, from a study of silicon, its oxide and their interface. The atomic structure is a simulated model.
This geometry differs little from another in the collection (a relaxation step or a small displacement).

Settings
functional: PBE
potential files: Ansatz PAW
basis: plane waves
wave-function cutoff: 700 eV
density cutoff ratio: 5
exchange-correlation grid ratio: 1
k mesh: 2 x 2 x 1, shifted by 0.5 0.5 0.5 of a step
self-consistency stop: 5e-08 eV per atom in the density residual
occupations: fixed
spin: none
net charge: 0

Cell vectors (angstrom)
a, 10.938, 0, 0
b, 0, 10.938, 0
c, 0, 0, 37.1423

Atoms: element, x, y, z (angstrom)
Si, 0, 0, 0.683
Si, 5.469, 0, 0.683
Si, 2.7345, 2.7345, 0.683
Si, 8.2035, 2.7345, 0.683
Si, 0, 5.469, 0.683
Si, 5.469, 5.469, 0.683
Si, 2.7345, 8.2035, 0.683
Si, 8.2035, 8.2035, 0.683
Si, 1.3673, 1.3673, 2.0503
Si, 6.8362, 1.3673, 2.0503
Si, 4.1018, 4.1018, 2.0503
Si, 9.5708, 4.1018, 2.0503
Si, 1.3673, 6.8362, 2.0503
Si, 6.8362, 6.8362, 2.0503
Si, 4.1018, 9.5708, 2.0503
Si, 9.5708, 9.5708, 2.0503
Si, 2.7345, 0, 35.0908
Si, 8.2035, 0, 35.0908
Si, 0, 2.7345, 35.0908
Si, 5.469, 2.7345, 35.0908
Si, 2.7345, 5.469, 35.0908
Si, 8.2035, 5.469, 35.0908
Si, 0, 8.2035, 35.0908
Si, 5.469, 8.2035, 35.0908
Si, 4.1018, 1.3673, 36.4581
Si, 9.5708, 1.3673, 36.4581
Si, 1.3673, 4.1018, 36.4581
Si, 6.8362, 4.1018, 36.4581
Si, 4.1018, 6.8362, 36.4581
Si, 9.5708, 6.8362, 36.4581
Si, 1.3673, 9.5708, 36.4581
Si, 6.8362, 9.5708, 36.4581
Si, -0.2144, 0.1495, 26.8345
Si, 4.966, 0.4559, 27.0459
Si, 3.2666, 2.1896, 27.1413
Si, 8.4955, 2.4715, 26.9663
Si, -0.5715, 5.8744, 26.9605
Si, 4.9661, 5.7863, 26.9581
Si, 3.2535, 7.5993, 27.07
Si, 8.5387, 7.6439, 26.8919
Si, 1.3845, 1.2644, 28.22
Si, 6.8166, 1.3462, 28.2389
Si, 4.1069, 4.0429, 28.3364
Si, 9.5408, 4.1089, 28.3129
Si, 1.3251, 6.7589, 28.2046
Si, 6.7969, 6.7188, 28.2086
Si, 4.1275, 9.4924, 28.2417
Si, 9.5588, 9.4336, 28.1348
Si, 2.7088, -0.1171, 29.6257
Si, 8.1911, -0.0991, 29.5379
Si, 0.0497, 2.7132, 29.5871
Si, 5.5377, 2.7378, 29.6811
Si, 2.6505, 5.3787, 29.6352
Si, 8.1138, 5.391, 29.6717
Si, 0.03, 8.1884, 29.5903
Si, 5.5386, 8.1827, 29.6099
Si, 4.1024, 1.3178, 30.949
Si, 9.568, 1.319, 30.905
Si, 1.3521, 4.0384, 31.0477
Si, 6.8345, 4.0631, 31.105
Si, 4.0845, 6.806, 30.9307
Si, 9.5585, 6.8081, 30.9408
Si, 1.3495, 9.522, 31.0304
Si, 6.8656, 9.5363, 31.0081
Si, -0.0171, -0.0108, 32.343
Si, 5.4721, -0.0258, 32.3435
Si, 2.7504, 2.6791, 32.3619
Si, 8.2359, 2.6728, 32.3656
Si, -0.0262, 5.447, 32.3493
Si, 5.4351, 5.4656, 32.3692
Si, 2.7426, 8.161, 32.3548
Si, 8.2286, 8.1736, 32.3576
Si, 1.355, 1.3492, 33.7224
Si, 6.8279, 1.3462, 33.7231
Si, 4.0865, 4.0849, 33.7274
Si, 9.5648, 4.0834, 33.7274
Si, 1.3544, 6.8147, 33.7175
Si, 6.8284, 6.8309, 33.7193
Si, 4.0965, 9.5573, 33.7169
Si, 9.5664, 9.564, 33.7242
Si, 2.7402, 0.0058, 3.4312
Si, 8.1946, 0.0102, 3.4228
Si, -0.0043, 2.7476, 3.424
Si, 5.4906, 2.7454, 3.4239
Si, 2.7492, 5.5035, 3.4092
Si, 8.2224, 5.4765, 3.4207
Si, 0.0192, 8.2283, 3.4143
Si, 5.4826, 8.2306, 3.4214
Si, 4.1205, 1.3818, 4.7872
Si, 9.5402, 1.3918, 4.7937
Si, 1.3542, 4.1678, 4.7524
Si, 6.8769, 4.101, 4.7986
Si, 4.1046, 6.8885, 4.7862
Si, 9.5744, 6.8886, 4.7684
Si, 1.3556, 9.5992, 4.8166
Si, 6.8261, 9.6062, 4.8152
Si, -0.0561, 0.0271, 6.1588
Si, 5.4803, 0.0417, 6.2209
Si, 2.7412, 2.8066, 6.0618
Si, 8.224, 2.7493, 6.238
Si, 0.0215, 5.5673, 6.1395
Si, 5.5152, 5.52, 6.0921
Si, 2.7553, 8.2642, 6.1985
Si, 8.2168, 8.2447, 6.1545
Si, 1.3142, 1.4959, 7.3913
Si, 6.8452, 1.3716, 7.6555
Si, 4.1467, 4.1463, 7.3978
Si, 9.6029, 4.2226, 7.5155
Si, 1.392, 6.8989, 7.5657
Si, 6.8499, 6.8775, 7.5015
Si, 4.0781, 9.6545, 7.6136
Si, 9.5339, 9.5919, 7.5857
Si, 2.6296, 0.203, 8.8139
Si, 8.0864, -0.1122, 9.0672
Si, 0.1528, 2.9884, 8.8368
Si, 5.3966, 2.785, 8.8791
Si, 2.8362, 5.5003, 8.8083
Si, 8.1886, 5.5, 8.9139
Si, 0.0203, 8.2526, 8.9524
Si, 5.4603, 8.1988, 8.9079
Si, 3.5496, 1.9559, 10.0899
Si, 9.5427, 0.9088, 10.5807
Si, 1.9936, 3.7627, 10.0765
Si, 6.5766, 4.3304, 10.2038
Si, 4.3817, 6.5911, 10.2016
Si, 9.3741, 7.0539, 10.2382
Si, 1.1099, 9.9803, 10.17
Si, 6.9798, 9.1581, 10.4191
O, -0.8611, 2.3116, 9.9568
O, 8.2672, 8.1753, 10.7059
O, 5.4942, 5.477, 10.7457
O, -0.0976, -0.068, 10.9103
O, 7.2354, 3.5698, 11.5154
O, 3.7124, 1.6753, 11.7191
O, 9.9378, 6.42, 11.6483
O, 3.7415, 7.3033, 11.5418
O, 1.8798, 4.2139, 11.6685
O, 6.3267, 9.2975, 11.949
O, 8.7435, 1.3631, 11.9424
O, 2.2127, 9.5268, 11.3087
O, 10.695, 5.1708, 25.4952
O, 2.9371, 8.0496, 25.5135
O, 8.0533, 3.1282, 25.5216
O, 11.3047, -0.2894, 25.3354
O, 5.281, 5.3434, 25.3752
O, 3.1091, -8.281, 25.5742
O, -1.3435, 1.3141, 26.5467
O, 5.2162, 0.3278, 25.4091
Si, 5.1608, 3.5905, 17.6776
Si, 11.5189, 4.9782, 24.1055
Si, 1.022, 8.51, 19.5141
Si, 8.4143, 3.6456, 15.1994
Si, 6.7767, 9.0687, 13.5232
Si, 7.6475, 2.6458, 24.0121
Si, 10.784, 9.7078, 24.0922
Si, -0.5142, -2.6821, 15.5337
Si, 3.1462, 2.4558, 19.6111
Si, 4.2871, 15.224, 14.7196
Si, 4.6475, 1.5984, 13.043
Si, 0.0233, 2.2851, 14.8927
Si, 9.3882, 4.3051, 22.0203
Si, 7.9436, 8.4008, 24.6793
Si, 10.5252, -0.1446, 21.0923
Si, 8.8059, 10.814, 15.0002
Si, 3.1549, 8.6991, 21.5473
Si, 2.639, 8.2695, 12.248
Si, 1.525, 4.1551, 13.2489
Si, 7.1834, 6.4561, 22.3577
Si, 7.4879, 2.2654, 12.4706
Si, 6.1196, -0.0083, 24.0969
Si, 1.1783, 1.4352, 17.5836
Si, 6.6897, 6.2825, 14.9125
Si, 1.8906, 9.4891, 16.7796
Si, 4.022, -1.0435, 14.5893
Si, -3.5642, 1.5754, 17.1507
Si, 0.2522, 2.6642, 20.1298
Si, 2.774, 2.9572, 24.0261
Si, -0.0502, 6.6702, 12.9479
Si, 3.7487, 0.6813, 22.1123
Si, 5.9919, 8.2979, 20.1421
Si, -1.5221, 7.6002, 18.2581
Si, 2.1884, 7.6083, 24.15
Si, 5.2588, 4.6887, 23.8713
Si, 6.7128, 6.3344, 17.946
Si, 8.0996, -0.6289, 19.2906
O, 6.2485, 4.7716, 17.9979
O, 1.9787, 8.6426, 18.1819
O, 5.1782, 0.1864, 22.7627
O, 3.9298, 1.5477, 20.7277
O, 3.3429, 9.8322, 16.0901
O, 3.98, 0.4878, 14.0278
O, -2.121, -1.816, 18.4154
O, 1.0601, 2.1855, 16.1482
O, -0.7924, 7.5591, 14.0936
O, 6.1726, 1.2871, 12.524
O, 7.8885, 5.1698, 15.0176
O, 0.0467, 2.1086, 18.5835
O, 4.5361, 8.5716, 20.7489
O, 6.5459, 6.9067, 16.4203
O, 10.4957, 5.1647, 22.8587
O, 8.0546, 10.0794, 13.7415
O, 12.7565, 6.032, 24.1037
O, 7.884, 7.0892, 23.6962
O, 10.0254, 3.5904, 15.1466
O, -0.9362, 0.9663, 14.6569
O, -0.9768, 7.2878, 16.753
O, 7.7818, 2.7625, 13.9845
O, 4.7737, 13.9348, 13.859
O, 2.6272, 1.5592, 18.3318
O, -0.8441, 3.7759, 20.6267
O, 1.2993, 7.4123, 12.4748
O, -0.2372, 7.4805, 19.2773
O, 1.9533, 7.9609, 20.7259
O, -2.8505, 2.9677, 16.6601
O, 5.2943, 5.5518, 14.4465
O, 5.7796, 7.2766, 18.8901
O, 0.4597, 9.9711, 19.9836
O, 7.95, 0.7876, 18.4704
O, 1.8129, 3.1955, 20.25
O, 4.1867, 3.5421, 18.9891
O, 1.2336, 3.4893, 23.9568
O, 4.3104, 3.9535, 16.3238
O, -1.9825, -0.3067, 20.6512
O, 0.3455, 5.2289, 13.5493
O, 2.781, 4.6191, 14.1974
O, 6.624, 9.74, 19.6999
O, 6.2485, 3.406, 23.7068
O, 7.0835, 7.4791, 13.8614
O, 3.7883, 4.1162, 23.4712
O, 7.6074, 11.4519, 15.9213
O, 3.2557, 7.9512, 22.9799
O, 7.3879, 1.0291, 23.9631
O, 8.8, 3.0566, 22.9227
O, 11.9092, 2.6472, 13.6054
O, 1.0709, 8.6171, 15.6686
O, 6.6691, 9.3927, 24.3036
O, 6.9701, 7.6333, 21.2639
O, 8.154, 5.3204, 21.6921
O, 1.0078, 10.8044, 17.1875
O, 3.2203, 8.8549, 13.634
O, 2.8569, 10.2921, 21.7764
O, 0.7757, 8.3861, 24.0194
O, 10.7945, -0.5827, 22.6208
O, 5.5891, 9.4591, 14.5821
O, 0.0714, 1.3964, 21.1157
O, 5.7398, 5.8123, 22.7859
O, 9.2541, 9.3058, 24.3855
O, 8.2541, 6.4787, 18.511
O, -5.0865, 2.1, 17.4796
O, 2.9094, 1.5873, 23.1688
O, 9.5619, -1.3323, 15.7536

Results
free energy: -153823.479 eV
free energy less fixed offsets of O -569.03, Si -635.61 eV per atom: -11.249 eV

Forces (eV/angstrom), in the order of the atoms: element, x, y, z
Si, -0.0412, 0.0064, -0.0028
Si, -0.0326, 0.0247, 0.0039
Si, -0.0318, 0.008, 0.0157
Si, -0.0191, 0.0008, 0.0024
Si, -0.0058, -0.0386, 0.0064
Si, -0.0241, -0.0209, -0.0005
Si, -0.0405, -0.0033, -0.007
Si, -0.0143, -0.0168, 0.0086
Si, 0.0113, 0.0428, 0.1278
Si, -0.0145, 0.0341, -0.0498
Si, 0.073, 0.0501, 0.0934
Si, 0.0215, 0.0374, -0.0543
Si, 0.0204, 0.1362, -0.0886
Si, 0.0122, 0.016, 0.1124
Si, -0.0266, 0.055, 0.0237
Si, -0.0047, 0.1083, 0.0544
Si, -0.0442, -0.0906, -0.0368
Si, -0.0377, -0.0961, 0.0364
Si, 0.0705, -0.0227, 0.0263
Si, 0.0369, -0.0114, -0.0238
Si, -0.0949, -0.1106, 0.0183
Si, -0.0871, -0.0882, -0.0435
Si, 0.0502, -0.0122, -0.0359
Si, 0.0307, 0.0049, -0.0022
Si, 0.0276, -0.005, -0.0114
Si, 0.0202, 0.0248, -0.0105
Si, 0.0284, 0.0192, 0.0141
Si, 0.0263, 0.0037, 0.0061
Si, 0.0156, 0.0132, -0.018
Si, 0.0243, 0.0047, -0.0134
Si, 0.0586, -0.019, 0.006
Si, 0.007, 0.003, 0.0139
Si, 0.0312, -0.0157, -0.0134
Si, -0.0181, 0.0117, 0.0003
Si, 0.028, 0.0027, -0.0226
Si, -0.0203, 0.021, -0.0218
Si, -0.0029, -0.0051, 0.0056
Si, -0.0399, 0.0194, 0.0037
Si, 0.0385, -0.0161, 0.0437
Si, -0.0005, -0.0032, 0.0212
Si, 0.0113, -0.0316, -0.007
Si, 0.0034, 0.0406, -0.0051
Si, 0.0031, 0.0123, -0.0474
Si, -0.0334, 0.0055, -0.0079
Si, -0.0093, -0.0158, -0.0513
Si, 0.0053, 0.0109, -0.0349
Si, -0.0074, -0.0138, -0.0534
Si, 0.0365, -0.0064, -0.0083
Si, -0.0258, 0.0086, -0.0041
Si, 0.0064, -0.0093, 0.0165
Si, 0.0102, 0.0016, 0.0124
Si, 0.0301, -0.0078, -0.0009
Si, -0.0172, -0.0155, 0.0076
Si, 0.008, -0.0285, 0.0009
Si, -0.0121, 0.0322, 0.0058
Si, 0.001, 0.0107, 0.014
Si, -0.005, 0.0014, -0.0147
Si, -0.011, -0.008, -0.0031
Si, -0.0088, -0.0109, -0.0419
Si, -0.0141, 0.0056, -0.027
Si, 0.0068, 0.0041, -0.0184
Si, -0.0003, 0.0015, -0.0131
Si, 0.0081, -0.012, -0.0262
Si, 0.0165, 0.0026, -0.0482
Si, -0.0107, 0.0112, -0.0212
Si, -0.017, 0.0012, -0.0181
Si, 0.0197, 0.009, -0.0168
Si, 0.0164, -0.0144, -0.0264
Si, 0.0035, 0.0142, -0.0153
Si, -0.0083, 0.0113, -0.0173
Si, 0.0119, -0.0023, -0.0167
Si, -0.0048, -0.0126, -0.0089
Si, -0.0034, -0.0119, 0.0115
Si, 0.0095, 0.0019, 0.0086
Si, -0.0056, 0.0069, 0.016
Si, -0.0096, -0.0001, 0.0103
Si, 0.003, 0.0029, 0.0157
Si, -0.0055, 0.0018, 0.019
Si, 0.0003, -0.0118, 0.0109
Si, 0.0066, -0.0013, 0.011
Si, -0.0005, 0.009, -0.0107
Si, 0.0046, 0.0079, -0.0085
Si, -0.0052, -0.007, -0.0073
Si, 0.0013, 0.0022, -0.0169
Si, 0.0071, 0.0062, -0.0114
Si, 0.0178, -0.0062, -0.0012
Si, 0.0032, -0.0005, -0.0112
Si, -0.0053, 0.0098, -0.0101
Si, 0.0134, -0.025, 0.004
Si, -0.0029, 0.0291, 0.001
Si, -0.0064, 0.0074, 0.0001
Si, -0.014, -0.0189, 0.0093
Si, -0.0325, -0.0046, 0.0235
Si, -0.0019, 0.0019, 0.0069
Si, 0.0288, -0.0131, 0.0113
Si, -0.0141, 0.0033, -0.0031
Si, -0.0173, -0.0105, 0.0201
Si, -0.0114, 0.012, 0.0086
Si, -0.0205, -0.0013, 0.0099
Si, -0.0017, -0.0206, 0.0131
Si, 0.0079, -0.0277, 0.0256
Si, 0.012, 0.0046, 0.0015
Si, -0.001, 0.0055, -0.0158
Si, 0.0199, -0.0031, -0.0019
Si, 0.0046, 0.0032, -0.0114
Si, 0.0159, -0.0231, -0.0348
Si, 0.0014, 0.0118, 0.0349
Si, -0.0285, 0.028, -0.0495
Si, -0.0242, 0.0075, -0.0149
Si, -0.0111, -0.0217, 0.0281
Si, 0.0034, -0.0164, 0.0088
Si, -0.0217, 0.0017, 0.0209
Si, -0.0057, -0.0107, -0.0094
Si, 0.035, 0.0061, 0.0317
Si, -0.0542, -0.0831, 0.0673
Si, 0.0064, 0.0444, -0.0104
Si, 0.0515, 0.0037, 0.0191
Si, 0.0163, 0.0138, -0.0105
Si, 0.0008, 0.0071, -0.0105
Si, 0.0193, -0.0085, 0.0101
Si, -0.0203, 0.0311, 0.0308
Si, 0.0065, 0.0246, -0.0418
Si, 0.0552, -0.0194, 0.0212
Si, -0.0089, 0.0119, 0.0233
Si, -0.001, -0.0089, 0.0057
Si, -0.007, -0.0019, 0.0251
Si, 0.0044, 0.0319, 0.0338
Si, -0.0059, -0.0007, -0.0172
O, 0.01, 0.0133, 0.0475
O, 0.0098, -0.0138, 0.0214
O, 0.0005, -0.0137, 0.0336
O, -0.0012, 0.0018, 0.0063
O, -0.0069, -0.017, 0.0086
O, 0.0131, 0.0027, -0.0024
O, 0.0137, 0.0157, 0.0145
O, -0.005, 0.0096, 0.004
O, -0.0186, -0.0076, 0.0237
O, 0.0076, -0.0076, 0.0243
O, -0.014, 0.0193, -0.0144
O, -0.0156, -0.0196, 0.0031
O, 0.0172, 0.0157, -0.0318
O, -0.0052, -0.0194, -0.0066
O, 0.0032, -0.0309, -0.0243
O, -0.029, -0.0076, -0.0085
O, -0.0066, -0.0079, -0.0112
O, -0.0058, -0.0026, -0.024
O, -0.0047, 0.0087, 0.0109
O, 0.0154, -0.0099, -0.0088
Si, -0.0001, -0.0016, 0.0055
Si, -0.0026, -0.0126, 0.0076
Si, 0.0003, -0.0025, -0.0035
Si, -0.0049, 0.0003, -0.0031
Si, 0.0041, 0.0001, -0.0217
Si, 0.0089, -0.0042, 0.013
Si, 0.0019, -0.0001, 0.0046
Si, -0.0012, -0.0074, -0.0056
Si, 0.0026, 0.0046, -0.002
Si, -0.0015, 0.0022, 0.0039
Si, 0.0212, -0.0099, 0.0067
Si, 0.0021, -0.0039, 0.0004
Si, 0.0026, 0.0006, -0.0047
Si, 0.0022, 0.0104, -0.0138
Si, -0.0006, -0.0029, 0.0124
Si, -0.003, -0.0042, -0.0094
Si, 0.0005, -0.0019, 0.0034
Si, -0.0092, -0.0039, -0.0041
Si, -0.0076, 0.0062, 0.0049
Si, 0.002, 0, -0.003
Si, 0.0036, -0.0097, -0.0083
Si, 0.0071, -0.0037, -0.0068
Si, -0.0011, -0.0026, -0.0062
Si, 0.005, 0.0104, -0.006
Si, 0.0007, -0.0006, 0.0018
Si, -0.0017, -0.0065, 0.0041
Si, -0.0034, -0.0016, 0.0049
Si, 0.0012, 0.0032, -0.0004
Si, -0.0171, -0.004, 0.0151
Si, -0.0019, 0.0086, -0.0151
Si, 0.001, -0.0001, -0.0011
Si, -0.0008, 0.0058, -0.0068
Si, -0.0032, -0.0076, 0.0022
Si, -0.0074, -0.0019, -0.0085
Si, 0.0026, -0.0043, -0.0066
Si, -0.0007, -0.0029, 0.002
Si, -0.0033, 0.0053, 0.0041
O, -0.016, 0.017, -0.0128
O, -0.0212, 0.0039, 0.0051
O, -0.0192, 0.0077, 0.0092
O, -0.0227, 0.0002, 0.0072
O, -0.0107, -0.0025, -0.0212
O, 0.0068, -0.0057, -0.0074
O, 0.0002, -0.0149, 0.0203
O, -0.0166, 0.001, 0.0032
O, 0.0177, 0.0008, 0.0108
O, -0.0066, 0.0284, 0.0103
O, -0.0138, -0.011, -0.0047
O, 0.0319, 0.0024, 0.0114
O, -0.0071, 0.0012, 0.0079
O, 0.0043, -0.0271, -0.0002
O, -0.0006, -0.0234, 0.0086
O, -0.0249, -0.0083, 0.0147
O, -0.0144, 0.0199, 0.0013
O, -0.0169, 0.0125, -0.0169
O, 0.0014, -0.0219, -0.0174
O, 0.0027, 0.0103, 0.0168
O, 0.0083, 0.0158, 0.0036
O, 0.01, 0.0201, 0.0026
O, -0.0171, -0.0003, 0.0066
O, -0.0212, 0.0166, 0.0182
O, 0.0054, -0.0038, 0.0201
O, -0.0061, -0.0053, 0.0139
O, 0.0018, 0.0305, -0.0129
O, 0.0064, 0.0236, -0.0099
O, 0.0022, -0.01, -0.0226
O, 0.0058, -0.0173, 0.0183
O, 0.0284, 0.0008, 0.0093
O, -0.0117, -0.0205, 0.0117
O, -0.0117, -0.0144, -0.0017
O, -0.004, -0.0324, -0.0221
O, -0.0038, -0.0224, -0.0118
O, 0.0267, 0.0227, 0.0021
O, 0.0202, 0.0004, -0.0111
O, 0.0135, -0.0034, -0.0228
O, 0.0138, -0.0031, -0.0129
O, 0.0041, -0.0155, -0.0097
O, 0.0163, -0.0196, 0.0006
O, 0.0063, 0.0155, 0.0012
O, -0.0104, -0.0022, 0.0195
O, 0.0017, -0.0161, 0.0237
O, 0.0203, -0.0038, -0.0018
O, -0.026, 0.0097, -0.011
O, -0.0267, 0.0107, 0.0019
O, -0.0125, 0.0233, 0.0004
O, -0.0013, 0.0285, 0.0066
O, -0.0229, 0.0068, 0.0237
O, 0.0031, 0.0092, -0.0092
O, -0.016, -0.0103, -0.0044
O, 0.0016, 0.0042, 0.0237
O, 0.0186, -0.0047, -0.0079
O, 0.0105, 0.0156, -0.0006
O, 0.0276, -0.012, 0.0042
O, 0.0167, 0.0118, 0.0036
O, -0.0018, -0.012, -0.0148
O, -0.007, 0.0031, -0.0123
O, -0.004, 0.0075, -0.0374
O, 0.0251, -0.0111, 0.0147
O, 0.0087, -0.0149, -0.0126
O, -0.0183, 0.0237, -0.0144
O, -0.0052, 0.0167, 0.0054
O, 0.0204, 0.0162, -0.0045
O, 0.0112, -0.0035, -0.0133

The program warned: the cutoff lies below the one the program advises for these potential files; the forces do not sum to zero within the program's tolerance; the exchange-correlation potential is rough where the density is thin.
